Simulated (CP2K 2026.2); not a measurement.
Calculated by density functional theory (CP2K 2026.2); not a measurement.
Periodic cell of 510 atoms, Si360O150, from a study of silicon, its oxide and their interface. The atomic structure is a simulated model.
Doubt: the forces sum to 3.12 eV/angstrom along one axis rather than to zero, so they err by at least 0.0061 eV/angstrom per atom on average; the grid cutoff is modest.

Settings: functional PBE; method Gaussian and plane waves; basis set DZVP-MOLOPT-SR-GTH; pseudopotentials GTH-PBE; grid cutoff 300 Ry, relative cutoff 40 Ry; k points Gamma only; occupations fixed; spin none; net charge 0.

Cell vectors (angstrom)
a	16.32	0	0
b	0	16.32	0
c	3.4255	4.7623	34.7998

Atoms and the computed forces on them: element, x, y, z (angstrom), force x, y, z (eV/angstrom)
Si	-1.888	-0.846	-0.001	0.021	-0.032	0.03
Si	0.976	1.926	0.072	-0.042	-0.009	-0.01
Si	-0.718	3.685	-0.076	0.031	-0.223	0.53
Si	0.781	7.346	0.042	-0.139	0.136	0.624
Si	-1.054	-7.354	-0.006	0	-0.039	-0.016
Si	1.837	-4.533	0.017	-0.006	0.036	-0.031
Si	4.721	-2.023	0.206	0.125	-0.049	0.644
Si	6.4	1.77	0.221	-0.359	0.232	0.501
Si	4.623	3.525	0.041	0.042	-0.03	0.024
Si	7.379	6.27	0.091	0.049	0.011	0.005
Si	3.521	10.091	0.049	-0.099	0.136	0.622
Si	-9.831	-3.67	0.358	0.016	-0.009	0.014
Si	-6.295	-1.916	0.334	0.028	0.016	0.04
Si	-3.511	0.933	0.14	0.007	0.048	0.018
Si	-7.316	4.464	0.254	-0.191	0.35	0.55
Si	-4.76	7.336	0.18	-0.02	0.26	0.65
Si	-6.422	-7.198	0.235	-0.003	0.024	-0.045
Si	-4.595	-3.607	0.362	-0.137	0.213	0.595
Si	-0.041	0.095	1.207	0.01	-0.022	-0.052
Si	2.785	2.742	1.353	0.033	-0.005	-0.028
Si	0.021	5.469	1.283	0.044	0.058	0.015
Si	2.614	8.261	1.261	0.012	-0.02	-0.069
Si	-0.01	-5.518	1.169	-0.006	0.025	-0.032
Si	2.809	-2.832	1.351	-0.007	0.006	-0.048
Si	5.44	-0.055	1.369	-0.006	-0.018	-0.018
Si	-8.283	2.79	1.56	0.005	-0.004	-0.039
Si	5.523	5.36	1.27	-0.014	0.003	-0.071
Si	-8.109	8.035	1.452	0.017	0.01	-0.03
Si	5.354	-5.44	1.372	0.012	-0.033	-0.055
Si	-8.104	-2.723	1.597	0.001	-0.008	-0.036
Si	-5.342	-0.014	1.345	-0.012	-0.03	-0.09
Si	-2.537	2.749	1.254	0.017	0.032	-0.046
Si	-5.545	5.493	1.425	0	-0.038	-0.083
Si	-2.796	8.11	1.343	-0.062	-0.012	-0.056
Si	-5.468	-5.457	1.506	-0.037	-0.035	-0.026
Si	-2.757	-2.588	1.389	-0.026	0.052	-0.047
Si	-1.287	1.409	2.74	0.029	0.001	-0.044
Si	1.464	4.188	2.683	-0.042	-0.029	-0.029
Si	-1.457	6.694	2.688	0.019	0.017	-0.041
Si	1.283	9.533	2.727	-0.006	0.045	-0.047
Si	-1.337	-4.077	2.559	-0.003	-0.029	-0.049
Si	1.359	-1.355	2.532	0	0.024	-0.032
Si	4.007	1.261	2.729	0.032	0.03	-0.047
Si	6.715	4.122	2.907	-0.043	0.057	-0.051
Si	4.069	6.815	2.521	-0.019	-0.013	-0.013
Si	6.762	-6.855	2.651	0.022	0.04	0.008
Si	4.077	-4.119	2.85	-0.023	-0.017	-0.041
Si	-9.454	-1.265	2.825	-0.037	-0.021	-0.05
Si	-6.771	1.363	2.669	-0.022	-0.028	-0.017
Si	-4.034	4.075	2.586	-0.013	-0.001	-0.009
Si	-6.806	6.777	2.925	-0.053	0.013	-0.036
Si	-4.003	-6.771	2.78	-0.049	-0.017	-0.034
Si	-6.851	-4.181	2.902	0.035	0.043	-0.024
Si	-4.064	-1.303	2.855	-0.015	0.007	-0.073
Si	-2.667	0.066	4.124	-0.009	-0.004	0.007
Si	0.091	2.777	4.044	0.005	-0.016	-0.008
Si	-2.755	5.374	4.084	0.014	-0.011	0.03
Si	-0.07	8.115	4.026	0.02	0.006	-0.02
Si	-2.646	-5.389	4.063	-0.004	0.02	0.017
Si	0.019	-2.719	3.945	0.005	0.004	0.021
Si	2.651	-0.065	4.058	0.01	-0.032	0.039
Si	5.354	2.667	4.115	0.01	0.014	-0.016
Si	2.778	5.52	4.044	0.011	0.02	0.029
Si	5.399	-8.196	4.003	-0.015	0.001	0.019
Si	2.663	-5.466	4.126	-0.003	-0.003	0.016
Si	5.469	-2.701	4.111	-0.007	-0.014	0.006
Si	-8.095	0.067	4.143	0.007	-0.001	0.022
Si	-5.393	2.728	4.001	-0.012	0.026	0.009
Si	-8.192	5.434	4.23	0.019	-0.007	0.011
Si	-5.389	8.18	4.144	0.007	-0.025	-0.006
Si	-8.243	-5.538	4.146	-0.017	-0.03	0.02
Si	-5.439	-2.734	4.138	-0.022	0.024	0.018
Si	-1.318	-1.373	5.391	0.034	-0.012	0
Si	1.366	1.361	5.421	0.006	0.012	0.022
Si	-1.334	4.065	5.422	-0.007	-0.001	0.008
Si	1.353	6.821	5.401	0.01	-0.003	-0.002
Si	-1.35	9.516	5.424	0.006	0.011	0.018
Si	1.327	-4.052	5.419	-0.014	0.02	0.004
Si	4.059	-1.369	5.437	0.004	0	0.004
Si	6.8	1.385	5.466	0.012	-0.007	0.014
Si	4.049	4.093	5.44	-0.016	0.002	0.014
Si	6.746	6.828	5.476	-0.027	0.022	0
Si	4.058	-6.839	5.421	0.012	-0.034	-0.01
Si	6.779	-4.097	5.475	0.014	-0.011	0.005
Si	-6.788	-1.355	5.481	0.002	-0.014	0.009
Si	-4.068	1.398	5.443	-0.013	0.008	0.006
Si	-6.763	4.041	5.449	0.018	-0.011	-0.007
Si	-4.06	6.774	5.464	-0.008	0.012	0.015
Si	-6.804	-6.826	5.483	-0.029	0.007	0.01
Si	-4.039	-4.078	5.45	-0.011	0.003	-0.005
Si	0.009	-0.005	6.777	-0.004	0.004	-0.001
Si	2.708	2.722	6.796	0.003	-0.003	0
Si	0.01	5.448	6.775	0.005	-0.007	-0.003
Si	2.701	-8.168	6.801	-0.007	0.023	0.006
Si	-0.005	-5.434	6.791	0.008	0.001	0.005
Si	2.703	-2.723	6.799	0.011	-0.016	0.01
Si	5.433	-0.002	6.792	0.001	-0.002	0.002
Si	8.177	2.717	6.823	-0.01	0.008	0.007
Si	5.416	5.433	6.814	0.015	-0.005	0.008
Si	8.141	-8.166	6.833	0.008	-0.008	0.005
Si	5.403	-5.46	6.801	-0.007	0.008	-0.001
Si	8.157	-2.728	6.814	0	-0.005	0.011
Si	-5.419	0.017	6.808	0	-0.003	0.015
Si	-2.701	2.732	6.807	0.017	-0.017	0.014
Si	-5.43	5.422	6.815	-0.003	0.016	0.001
Si	-2.708	8.159	6.8	-0.005	-0.007	0.001
Si	-5.429	-5.435	6.797	-0.003	0.003	-0.002
Si	-2.685	-2.707	6.787	-0.014	0.002	0.002
Si	-1.33	1.353	13.64	-0.004	0.013	-0.001
Si	1.391	4.057	13.639	0.005	0.007	-0.001
Si	-1.363	6.773	13.558	0.008	0.005	-0.013
Si	1.359	-6.786	13.557	-0.009	0.004	-0.019
Si	-1.376	-4.056	13.615	0.018	-0.024	0.008
Si	1.361	-1.316	13.621	0.008	-0.003	-0.004
Si	4.081	1.381	13.64	-0.001	0.014	-0.001
Si	6.808	4.068	13.614	0.003	-0.008	-0.001
Si	4.073	-9.54	13.586	0.002	0.001	0.003
Si	6.789	-6.806	13.577	0.015	-0.003	0.011
Si	4.085	-4.05	13.566	-0.012	0.013	-0.014
Si	6.792	-1.345	13.592	-0.012	0.017	0.001
Si	-6.804	1.341	13.594	0.005	-0.008	0
Si	-4.077	4.057	13.556	0.009	0.003	-0.016
Si	-6.809	6.788	13.596	0.01	0.006	-0.01
Si	-4.112	9.522	13.59	-0.003	-0.012	-0.006
Si	-6.807	-4.088	13.6	0.002	-0.021	0.006
Si	-4.063	-1.357	13.62	-0.017	0.003	-0.007
Si	-2.684	-0.017	15.004	0.021	-0.039	-0.005
Si	0.045	2.696	15.023	0.013	-0.032	-0.012
Si	-2.714	5.395	14.906	-0.018	0.019	-0.018
Si	0.012	8.139	14.877	0	-0.002	-0.02
Si	-2.763	-5.43	14.942	-0.024	0.007	0.019
Si	-0.032	-2.652	14.966	-0.009	0.028	0.012
Si	2.713	0.039	15.013	-0.019	-0.016	-0.001
Si	5.452	2.737	15.012	-0.013	-0.006	0.01
Si	2.776	5.405	14.995	-0.007	-0.006	0.02
Si	5.4	-8.146	14.922	-0.018	0.002	0.018
Si	2.717	-5.408	14.896	0.004	-0.02	-0.016
Si	5.427	-2.697	14.949	-0.015	-0.013	-0.027
Si	-8.185	0.013	14.965	0.01	-0.012	0.003
Si	-5.43	2.71	14.917	-0.008	0.006	0.001
Si	-8.128	5.401	14.972	0.04	0.003	0.005
Si	-5.47	8.158	14.961	0.013	0.012	-0.01
Si	-8.174	-5.463	14.948	0.011	0.033	0.009
Si	-5.456	-2.709	14.955	0.031	0.007	-0.007
Si	-1.341	-1.339	16.459	0.016	0.004	-0.011
Si	1.356	1.328	16.472	-0.007	-0.002	0.006
Si	-1.321	4.112	16.298	-0.013	0.024	0.025
Si	1.416	6.84	16.248	0.031	0.014	-0.033
Si	-1.412	-6.88	16.195	0.02	-0.013	0.009
Si	1.364	-4.028	16.22	0.012	0.03	-0.016
Si	4.123	-1.295	16.329	-0.008	0.034	0.006
Si	-9.477	1.41	16.368	0.009	0.021	-0.026
Si	4.101	4.046	16.443	-0.004	0.01	0.004
Si	-9.557	6.779	16.221	-0.002	0.024	0.001
Si	4.05	-6.75	16.282	-0.001	0.002	-0.001
Si	-9.565	-4.108	16.273	0.001	-0.03	-0.01
Si	-6.865	-1.388	16.302	-0.02	0	0.01
Si	-4.07	1.373	16.274	-0.017	-0.011	-0.013
Si	-6.749	4.018	16.349	0.024	-0.02	-0.042
Si	-4.119	6.712	16.238	-0.033	0	-0.022
Si	-6.806	9.536	16.347	0.027	-0.048	0.029
Si	-4.079	-4.027	16.333	0.013	-0.002	0.013
Si	0.017	-0.023	17.933	0.014	-0.011	-0.002
Si	2.735	2.668	17.85	0.052	0.042	0.002
Si	0.074	5.518	17.598	-0.038	0.002	0.022
Si	2.709	8.223	17.644	-0.012	0.001	-0.027
Si	-0.055	-5.445	17.413	0.004	0.006	0.016
Si	2.72	-2.667	17.601	0.002	-0.012	-0.002
Si	5.507	0.056	17.725	-0.032	-0.041	0.026
Si	-8.097	2.717	17.786	-0.03	-0.003	0.004
Si	5.514	5.466	17.715	0.026	-0.035	-0.012
Si	-8.24	8.114	17.592	0.014	-0.007	-0.032
Si	5.399	-5.422	17.673	-0.012	-0.001	-0.022
Si	-8.24	-2.788	17.65	0.038	-0.001	0.024
Si	-5.486	0.018	17.567	0.03	0.005	0.012
Si	-2.666	2.712	17.614	0.012	-0.035	0.059
Si	-5.378	5.365	17.71	-0.01	0.036	-0.001
Si	-2.746	-8.299	17.546	0.02	-0.025	-0.001
Si	-5.439	-5.367	17.685	-0.076	-0.029	-0.001
Si	-2.743	-2.706	17.791	0.018	-0.024	-0.022
Si	-1.42	1.44	19.176	0.008	-0.02	0.049
Si	1.336	4.157	19.038	0.028	-0.017	0.036
Si	-1.312	6.813	18.994	-0.01	0.017	-0.012
Si	-0.531	8.71	20.186	-0.035	0.032	0.07
Si	-1.35	-4.247	18.94	-0.077	0.034	0.014
Si	1.444	-1.489	19.211	-0.037	0.021	0.048
Si	4.13	1.274	19.219	0.008	0.037	0.108
Si	-9.218	4.344	19.097	-0.099	-0.08	-0.657
Si	4.161	6.915	18.959	-0.002	0.031	0.092
Si	-9.591	9.475	18.976	-0.008	-0.001	0.074
Si	4.048	-4.001	18.984	0.015	-0.023	0.048
Si	6.82	-1.381	19.058	0.029	0.012	-0.003
Si	-6.734	1.299	19.114	-0.013	-0.006	0.056
Si	-3.928	4.039	19.076	-0.012	0.019	0.099
Si	-7.023	6.567	18.887	0.369	0.411	-0.174
Si	-4.103	-6.92	18.83	-0.065	-0.03	-0.07
Si	-6.877	-4.063	19.086	0.002	-0.019	0.018
Si	-4.191	-1.265	19.012	0.03	-0.006	0.008
Si	-3.327	0.535	20.295	-0.088	0.038	-0.039
Si	-0.398	3.254	20.366	-0.032	0.014	0.03
Si	-2.755	5.738	22.396	0.314	-0.248	-0.615
Si	1.234	-6.709	18.86	0.044	0.017	-0.003
Si	-2.366	-6.012	20.181	0.051	-0.019	0.047
Si	0.48	-3.452	20.197	0.312	-0.049	-0.601
Si	3.292	-0.602	20.482	0.12	-0.194	-0.566
Si	3.482	4.015	22.612	-0.08	0.009	-0.121
Si	0.973	7.945	21.788	-0.435	0.412	-0.432
Si	5.402	8.241	20.49	-0.039	0.005	-0.742
Si	2.295	-5.038	20.138	0.011	0.008	0.065
Si	5.081	-2.357	20.348	-0.233	0.248	-0.512
Si	-7.651	-0.553	20.317	0.118	-0.08	-0.574
Si	-4.974	2.323	20.328	0.232	-0.226	-0.552
Si	-6.716	6.132	23.786	0.082	-0.03	-0.108
Si	-5.822	-8.05	20.026	0.279	-0.346	-0.2
Si	-8.028	-5.76	20.297	-0.08	0.297	-0.648
Si	-5.949	-2.243	20.252	0.021	-0.015	0.031
Si	-5.106	-2.821	22.345	-0.272	0.202	-0.642
Si	0.093	6.211	-7.533	0.037	-0.044	-0.063
Si	0.515	2.785	22.503	-0.23	0.188	-0.59
Si	2.652	5.725	20.201	-0.056	-0.262	-0.664
Si	-2.075	4.982	20.3	0.012	-0.03	0.007
Si	-0.488	-2.216	22.726	-0.022	-0.021	-0.07
Si	1.665	-0.04	23.04	0.096	0.136	-0.089
Si	-0.292	0.979	-7.515	-0.004	0.075	-0.008
Si	-10.259	-2.539	23.274	0.016	-0.059	-0.096
Si	4.953	5.677	24.847	0.005	0.079	-0.087
Si	-8.826	-5.993	23.286	0.009	-0.008	-0.133
Si	4.699	-4.881	24.342	-0.062	0.023	-0.046
Si	-7.43	-3.679	24.348	-0.017	-0.042	-0.07
Si	-3.003	-0.482	22.347	-0.237	0.248	-0.596
Si	-9.231	4.096	26.541	-0.15	0.042	0.059
Si	-9.984	-0.23	-7.218	0.068	-0.115	0.023
Si	-4.797	7.973	22.008	-0.185	0.137	-0.463
Si	-3.49	-5.61	22.199	0.155	-0.227	-0.592
Si	-7.249	-6.711	-1.916	0.237	-0.091	0.694
Si	2.259	6.509	-2.564	-0.028	0.111	0.093
Si	-6.8	-1.878	-1.919	0.191	-0.163	0.706
Si	-5.544	7.015	26.545	0.142	0.108	-0.085
Si	-6.763	-7.77	-7.357	-0.023	0.042	0.05
Si	-0.901	-5.569	-6.755	-0.087	0.053	-0.029
Si	-2.298	8.035	-7.318	-0.011	0.112	0
Si	-9.073	-4.066	-1.804	-0.219	0.058	0.677
Si	-4.212	-3.278	-2.65	-0.065	0.11	0.237
Si	1.758	-3.939	-2.283	0.103	-0.135	0.712
Si	-2.127	-1.121	-2.386	0.048	0.078	0.748
Si	4.364	1.064	26.819	-0.043	-0.008	0.045
Si	-1.005	-3.588	25.451	0.116	-0.097	0.038
Si	1.549	-1.244	-6.264	-0.055	0.024	-0.049
Si	-9.261	4.706	-6.683	0.143	0.042	0.043
Si	-7.95	-5	-7.616	-0.039	-0.017	-0.006
Si	-9.442	7.292	23.058	-0.049	0.107	-0.125
Si	3.756	3.836	-2.135	0.347	-0.072	0.633
Si	5.41	-5.026	-7.226	0.151	0.067	0.021
Si	-4.711	3.724	-3.489	-0.084	0.126	0.116
Si	-3.832	6.519	-2.719	0.077	0.01	0.078
Si	4.491	-7.611	-2.431	-0.11	0.119	0.123
Si	-8.443	0.714	-2.467	-0.055	0.086	0.13
Si	3.178	-6.225	21.947	-0.145	0.373	-0.556
Si	-3.422	1.43	-2.137	-0.042	-0.189	0.699
Si	1.739	7.785	-5.302	-0.047	0.035	0.137
Si	-7.427	3.506	-2.666	0.029	-0.021	0.143
Si	-0.761	2.93	25.267	0.052	0.043	-0.156
Si	-4.593	8.001	-5.29	0.021	0.054	-0.004
Si	0.115	5.566	26.64	-0.018	-0.07	-0.037
Si	-2.001	-7.484	-2.198	0.147	0.084	0.667
Si	0.144	-6.073	-4.092	0.012	0.057	0.016
Si	5.417	2.365	20.894	-0.291	-0.064	-0.661
Si	-9.784	7.529	-7.562	-0.068	0.048	-0.071
Si	-1.836	-6.221	24.682	0.02	-0.144	-0.073
Si	0.837	-1.117	-3.201	-0.155	0.052	0.039
Si	-9.244	1.162	25.5	-0.015	-0.048	0.037
Si	-9.289	7.387	-1.954	0.292	-0.5	0.614
Si	-5.037	3.643	23.194	-0.013	-0.057	-0.201
Si	1.679	0.995	25.939	-0.071	-0.009	-0.013
Si	-0.876	3.17	-3.03	0.041	0.16	0.12
Si	-0.697	7.157	24.134	-0.093	0.059	-0.091
Si	-9.318	0.258	22.663	0.084	-0.126	-0.104
Si	4.597	-2.864	-2.74	0.045	-0.041	0.248
Si	-9.218	-2.835	-6.264	0.03	-0.029	0.017
Si	-4.498	-6.061	-3.421	-0.028	-0.005	0.158
Si	-3.952	3.048	-6.476	-0.049	-0.002	-0.101
Si	-6.659	4.058	-7.855	-0.017	-0.068	0.12
Si	-10.215	-0.964	-4.41	0.052	-0.049	0.107
Si	4.611	-7.459	-5.554	-0.006	-0.041	0.068
Si	-3.463	1.485	24.759	0	-0.006	-0.115
Si	1.634	1.667	-2.162	-0.179	0.099	0.669
Si	-1.021	3.654	-6.12	-0.06	0.011	0.057
Si	-10.013	4.959	-3.607	0.027	0.041	0.109
Si	-1.355	1.344	8.149	-0.016	-0.026	0.007
Si	1.35	4.079	8.151	-0.016	-0.022	0.004
Si	-1.344	6.802	8.156	0.015	0.028	-0.006
Si	1.357	-6.789	8.16	0.026	0.012	0.006
Si	-1.359	-4.079	8.16	-0.01	-0.008	-0.003
Si	1.362	-1.348	8.157	0.007	0.022	-0.004
Si	4.083	1.37	8.15	0.017	0.031	0.003
Si	6.806	4.086	8.162	0.021	0.023	0.008
Si	4.056	6.791	8.166	-0.022	-0.018	-0.003
Si	6.785	-6.791	8.169	0.01	0.006	-0.006
Si	4.056	-4.088	8.163	-0.009	-0.02	0.011
Si	6.789	-1.364	8.161	-0.014	-0.019	0.001
Si	-6.792	1.351	8.18	-0.017	-0.008	0.001
Si	-4.06	4.081	8.178	0.004	0.014	-0.004
Si	-6.808	6.779	8.165	-0.025	-0.022	0.009
Si	-4.082	-6.806	8.155	-0.013	-0.013	-0.003
Si	-6.788	-4.078	8.161	0.019	0.012	0.008
Si	-4.055	-1.354	8.151	0.019	0.004	0.01
Si	-2.708	-0.005	9.523	-0.006	0.002	-0.001
Si	0.003	2.711	9.508	0	0.016	-0.006
Si	-2.7	5.443	9.529	0	0.001	0.009
Si	0	-8.156	9.524	-0.006	-0.008	-0.001
Si	-2.726	-5.439	9.514	-0.002	0.006	-0.002
Si	-0.001	-2.71	9.515	0.008	-0.007	-0.001
Si	2.722	0.014	9.512	-0.002	-0.013	-0.002
Si	5.445	2.72	9.515	0.004	-0.008	-0.002
Si	2.712	5.427	9.524	0.011	0.007	0.01
Si	5.428	-8.165	9.516	0.003	-0.003	0.005
Si	2.708	-5.438	9.535	-0.007	0.001	0.013
Si	5.425	-2.719	9.517	-0.001	0	0.005
Si	-8.163	-0.01	9.528	0.003	-0.003	0.012
Si	-5.428	2.717	9.532	0.008	0.003	0.01
Si	-8.16	5.43	9.53	-0.003	0.004	0.009
Si	-5.445	8.154	9.51	-0.001	0.01	-0.006
Si	-8.162	-5.434	9.515	-0.007	-0.002	0.003
Si	-5.428	-2.713	9.51	-0.01	-0.003	-0.005
Si	-1.352	-1.356	10.891	-0.005	-0.001	-0.001
Si	1.371	1.372	10.88	-0.007	0.006	-0.014
Si	-1.347	4.06	10.881	0.011	-0.021	0.002
Si	1.353	-9.535	10.878	0.002	0.013	-0.004
Si	-1.367	-6.79	10.88	-0.004	0.004	-0.001
Si	1.351	-4.061	10.883	0.003	0.002	0.004
Si	4.071	-1.345	10.878	-0.005	0.008	0.002
Si	6.793	1.355	10.881	-0.005	0.011	0
Si	4.088	4.077	10.882	-0.002	-0.005	-0.003
Si	6.793	-9.526	10.872	0.015	-0.004	-0.009
Si	4.078	-6.804	10.881	0.001	-0.001	-0.005
Si	6.803	-4.068	10.871	0.003	0	0
Si	-6.79	-1.365	10.882	0.017	-0.014	0.007
Si	-4.067	1.349	10.884	0.005	-0.016	0
Si	-6.8	4.071	10.889	-0.014	0.015	-0.004
Si	-4.077	6.805	10.87	-0.012	0.008	-0.004
Si	-6.812	9.511	10.869	0	-0.002	-0.006
Si	-4.084	-4.079	10.876	-0.003	-0.005	-0.001
Si	0.011	0.019	12.242	0.018	-0.001	-0.005
Si	2.736	2.722	12.25	0.015	0.004	-0.009
Si	0.02	5.404	12.247	-0.018	-0.006	-0.006
Si	2.714	-8.174	12.227	-0.005	-0.018	0
Si	-0.017	-5.413	12.237	0.008	0.007	-0.007
Si	2.704	-2.69	12.242	-0.018	-0.008	-0.002
Si	5.422	0.013	12.251	-0.011	-0.021	-0.002
Si	8.155	2.705	12.243	0.006	-0.002	0.005
Si	5.453	5.432	12.242	0.016	0.027	-0.008
Si	8.15	-8.174	12.231	-0.015	-0.006	-0.01
Si	5.444	-5.428	12.223	0.005	-0.002	0.003
Si	8.16	-2.714	12.243	0.002	0.009	0.007
Si	-5.427	-0.008	12.246	0.007	0.017	-0.003
Si	-2.695	2.692	12.244	-0.023	-0.002	-0.003
Si	-5.435	5.444	12.229	0.009	0.004	0
Si	-2.728	8.165	12.236	0.008	0.018	0
Si	-5.459	-5.442	12.223	-0.012	-0.01	-0.011
Si	-2.727	-2.717	12.239	-0.006	-0.003	0.004
O	-8.766	-7.598	23.406	0.458	-0.009	-0.119
O	-9.946	3.6	20.38	-0.106	0.226	0.561
O	-3.386	7.181	21.99	0.668	0.274	-0.136
O	-7.807	4.839	26.608	0.047	0.199	-0.019
O	3.589	-5.368	23.263	-0.352	0.354	0.223
O	0.698	1.168	22.558	-0.632	-0.059	-0.349
O	2.033	-7.295	22.377	-0.287	0.314	0.295
O	-0.139	-3.417	21.719	-0.033	-0.335	0.255
O	2.034	0.168	24.593	0.57	-0.012	0.068
O	4.491	2.845	22.141	-0.048	-0.256	0.531
O	3.501	5.11	21.438	0.074	0.174	0.057
O	-1.102	-2.824	24.057	-0.258	0.161	-0.044
O	-1.802	6.082	23.662	-0.146	-0.426	0.412
O	-2.883	0.638	23.509	0.388	0.273	0.023
O	2.95	-0.64	-6.805	0.401	0.105	0.633
O	-5.421	2.852	21.829	-0.306	0.002	0.164
O	-4.655	2.379	-2.579	-0.488	-0.157	-0.05
O	-10.297	-0.918	23.222	-0.676	0.319	-0.039
O	4.458	-1.936	-1.411	0.035	0.558	-0.196
O	-4.507	-6.842	22.583	-0.124	0.121	0.167
O	-6.878	-6.884	20.561	0.208	-0.031	0.332
O	-8.728	-5.467	21.749	-0.437	0.407	-0.125
O	-3.012	-6.426	25.766	-0.263	0.236	0.219
O	-7.961	-3.818	-6.498	0.315	0.365	0.37
O	-0.481	3.27	23.7	-0.334	0.161	-0.118
O	-0.075	4.746	-6.857	0.472	-0.069	-0.057
O	1.131	7.026	-1.534	-0.325	0.182	-0.39
O	0.244	-2.964	26.255	-0.005	0.74	-0.102
O	0.911	7.156	-6.519	-0.073	0.396	0.088
O	-3.305	-0.057	-2.805	-0.347	-0.114	-0.504
O	4.05	6.265	26.051	-0.124	0.61	0.105
O	4.009	4.714	23.956	-0.481	0.06	0.064
O	3.735	-6.459	-1.582	0.052	-0.049	-0.328
O	-4.299	-4.213	22.109	0.168	-0.03	-0.358
O	-10.438	-3.869	-2.691	0.054	-0.567	-0.433
O	-10.227	-5.575	23.951	-0.091	-0.336	0.063
O	-4.105	-1.607	22.784	-0.039	0.126	0.45
O	-10.447	-7.838	-1.623	0.073	0.36	0.401
O	-0.843	4.125	-1.689	0.015	0.473	-0.169
O	-4.655	6.868	-1.385	-0.56	0.134	-0.311
O	-3.335	7.527	-6.185	0.089	-0.586	-0.036
O	-3.385	-6.622	-2.367	-0.115	0.166	0.381
O	4.8	-1.776	-3.917	-0.557	-0.051	-0.187
O	-8.784	-2.952	23.816	0.061	0.147	0.214
O	-1.228	-7.644	24.245	-0.164	-0.043	-0.448
O	-9.148	1.238	-1.121	-0.104	-0.297	-0.07
O	-9.906	6.519	-3.19	-0.34	0.359	-0.311
O	-7.15	-3.469	25.934	-0.198	0.459	0.062
O	0.973	-5.059	-3.153	-0.365	-0.069	-0.078
O	-7.705	1.985	-3.138	0.189	-0.048	-0.631
O	-7.283	-0.382	-2.282	0.253	0.13	-0.204
O	-9.461	-5.611	-7.696	-0.091	-0.146	-0.361
O	-9.325	-1.697	-7.422	0.038	-0.11	-0.52
O	3.076	2.385	-2.489	0.441	-0.368	-0.467
O	-4.286	-4.002	-1.201	0.088	-0.118	-0.257
O	1.009	-2.497	-2.381	-0.059	-0.016	0.084
O	-4.67	7.053	-3.992	-0.194	0.076	-0.044
O	1.668	0.078	-2.493	0.296	-0.031	-0.057
O	-10.591	-3.705	-6.34	-0.434	0.32	0.528
O	-6.007	7.933	-6.065	-0.35	-0.215	0.361
O	-0.885	-6.957	-3.23	0.306	-0.333	-0.332
O	-8.011	-0.362	21.924	0.422	-0.019	0.159
O	-4.029	7.552	26.299	0.206	-0.228	-0.548
O	-1.576	-1.212	22.097	0.298	-0.138	-0.413
O	-4.3	-6.795	-4.842	0.352	0.224	-0.278
O	1.98	3.444	22.797	0.109	0.148	0.428
O	-1.071	3.869	-4.492	-0.095	0.293	0.129
O	-0.745	-5.186	25.284	0.461	-0.167	0.117
O	-1.391	6.795	-7.769	-0.373	-0.089	-0.527
O	0.512	-5.185	-7.475	0.521	-0.44	-0.196
O	-8.221	7.92	-7.566	0.112	-0.085	-0.18
O	-6.925	-6.164	-7.196	0.336	0.198	0.206
O	-6.268	4.569	23.7	-0.44	-0.168	0.011
O	-1.301	-7.124	-6.821	0.216	-0.093	0.145
O	4.478	-7.061	21.393	0.034	0.242	0.22
O	-7.989	-2.935	-2.246	-0.232	0.066	-0.093
O	-10.617	-2.999	21.747	-0.069	-0.492	-0.005
O	-8.833	4.263	-2.772	0.023	-0.158	0.21
O	-4.201	3.291	-4.926	0.143	0.213	0.127
O	-9.988	7.356	21.521	0.192	-0.234	-0.009
O	-8.887	1.149	23.929	0.342	0.454	0.058
O	1.451	-1.271	-4.671	0.257	-0.065	0.268
O	-10.823	0.883	25.696	0.006	-0.127	-0.22
O	-2.39	7.277	-2.59	0.365	-0.493	-0.226
O	1.688	5.265	26.747	0.167	-0.208	-0.361
O	-6.911	3.691	-1.143	0.314	-0.418	0.032
O	-4.6	2.539	24.289	-0.231	-0.282	0.558
O	-8.087	5.466	19.584	0.074	0.11	0.385
O	-3.764	4.902	-2.879	0.539	-0.248	0.158
O	-9.099	-2.074	-4.845	0.553	-0.309	0.527
O	-5.467	-2.258	-2.784	0.208	0.041	-0.505
O	3.626	7.345	-2.364	0.234	-0.242	0.11
O	1.688	6.882	20.807	-0.22	0.071	-0.399
O	-9.794	4.812	-5.178	0.054	0.034	-0.234
O	0.523	2.364	-3.124	-0.004	0.108	-0.768
O	-10.17	4.783	25.443	0.005	-0.318	-0.341
O	-10.006	1.164	21.516	-0.172	-0.389	-0.034
O	3.254	-3.745	-2.914	0.166	-0.306	-0.182
O	-2.773	-2.552	-2.809	0.235	-0.37	-0.109
O	-3.807	4.653	22.947	-0.021	0.081	-0.078
O	1.15	-7.101	-4.834	0.397	0.22	0.063
O	3.044	1.82	26.241	0.052	0.531	0.152
O	-8.364	-5.518	-2.023	-0.171	-0.281	-0.419
O	-2.022	-4.717	-7.563	-0.566	-0.104	0.253
O	4.565	-6.041	-6.315	-0.754	0.364	0.146
O	-9.762	3.32	-7.335	-0.768	0	0.116
O	-0.683	4.24	26.206	-0.367	-0.15	0.146
O	-6.18	-3.064	23.532	-0.054	0.227	0.401
O	-2.075	2.147	-2.697	0.037	0.233	-0.045
O	0.359	-0.322	-6.831	-0.393	-0.15	-0.108
O	4.95	-3.265	24.228	-0.448	0.308	0.275
O	-10.572	-0.104	-5.718	-0.376	0.481	0.064
O	2.942	-0.152	22.045	0.319	0.092	0.387
O	-5.829	7.078	22.842	-0.153	0.097	-0.1
O	-4.304	-4.486	-3.708	0.207	-0.011	-0.664
O	2.569	4.954	-2.243	-0.107	-0.136	0.312
O	-7.611	-5.275	24.084	0.406	-0.42	0.308
O	-10.71	6.89	23.994	-0.246	0.393	0.085
O	4.769	-7.196	-3.963	0.254	0.546	-0.211
O	-0.761	-0.815	-3.216	-0.117	0.326	-0.712
O	-5.196	3.676	-7.297	0.118	0.177	-0.21
O	1.717	6.732	-4.067	-0.397	-0.455	-0.185
O	-3.861	1.452	-6.779	0.068	-0.575	0.507
O	-6.426	6.772	25.232	-0.121	0.364	0.166
O	0.883	-1.433	22.965	0.306	-0.287	0.02
O	-8.889	2.592	26.112	0.493	-0.041	-0.126
O	-8.362	0.052	26.264	-0.318	-0.276	-0.235
O	-8.826	0.848	-7.48	0.539	-0.097	0
O	-0.111	6.727	25.549	0.146	0.499	-0.029
O	-8.264	6.206	23.31	-0.054	-0.567	-0.199
O	3.256	8.024	-5.802	0.053	-0.366	-0.313
O	-6.269	4.162	-3.584	-0.093	0.25	-0.549
O	-0.435	2.174	-6.434	0.158	-0.032	0.545
O	4.903	4.265	-3.208	0	-0.085	-0.484
O	-2.43	-5.467	23.399	0.477	0.234	0.025
O	-5.991	-6.364	-2.874	-0.091	-0.24	-0.363
O	-7.627	4.698	-6.719	0.211	0.34	0.682
O	-2.225	2.28	25.431	0.077	0.418	0.353
O	-0.708	-5.22	-5.183	-0.063	0.184	0.033
O	-10.464	8.052	-6.189	0.141	-0.236	0.21
O	-9.631	0.05	-3.321	-0.401	0.177	-0.01
O	-7.961	-8.103	-2.419	0.42	-0.451	-0.329
O	4.27	-5.346	25.83	0.02	-0.299	-0.091
O	-4.11	0.427	25.781	0.072	-0.002	-0.035
O	0.385	1.905	25.746	-0.065	-0.166	0.171
O	-9.856	5.916	-7.559	-0.29	-0.196	-0.389
O	-2.515	3.752	-6.774	0.051	0.502	-0.391
O	-2.422	-3.328	26.163	-0.067	0.295	-0.124
O	1.462	-2.781	-6.764	0.162	-0.225	0.261
O	0.488	7.089	23.058	0.234	-0.495	0.201

Results
total energy: -104287.540 eV
total energy less fixed offsets of O -438.25, Si -107.07 eV per atom: -4.840 eV
